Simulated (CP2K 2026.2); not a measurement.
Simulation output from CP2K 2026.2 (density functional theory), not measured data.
Periodic cell of 432 atoms, Si324O108, from a study of silicon, its oxide and their interface. The atomic structure is a simulated model.
Doubt: the forces sum to 2.30 eV/angstrom along one axis rather than to zero, so they err by at least 0.0053 eV/angstrom per atom on average; the grid cutoff is modest.

Settings: functional PBE; method Gaussian and plane waves; basis set DZVP-MOLOPT-SR-GTH; pseudopotentials GTH-PBE; grid cutoff 300 Ry, relative cutoff 40 Ry; k points Gamma only; occupations fixed; spin none; net charge 0.

Cell vectors (angstrom)
a	16.32	0	0
b	0	16.32	0
c	-2.6227	-5.0867	29.5461

Atoms: element, x, y, z (angstrom)
Si	1.5405	-1.6858	-0.0791
Si	4.2683	1.0698	-0.0827
Si	1.105	4.315	0.032
Si	3.7317	7.073	0.2039
Si	1.666	-6.9545	0.0829
Si	3.9957	-3.7131	0.1042
Si	6.6133	-1.0497	-0.1648
Si	9.2667	1.806	0.0988
Si	7.0144	3.9723	-0.1248
Si	9.3696	6.8713	0.0973
Si	7.1616	9.1554	-0.1365
Si	-6.4694	-4.4477	0.1411
Si	-3.8184	-1.6209	0.1927
Si	-1.7032	1.5428	0.1812
Si	-3.8318	3.9158	0.2663
Si	-1.112	6.5179	0.0995
Si	-4.2592	-6.6634	0.1946
Si	-1.7068	-3.9083	0.1178
Si	2.6889	-0.0557	1.2391
Si	5.4138	2.7442	1.1655
Si	2.5999	5.4692	1.4466
Si	5.4694	8.2047	1.2806
Si	2.8636	-5.4037	1.3458
Si	5.5585	-2.5838	1.3588
Si	8.1333	0.0917	1.2449
Si	-5.4843	2.8175	1.4954
Si	8.119	5.4065	1.3899
Si	-5.4225	8.0649	1.429
Si	8.1598	-5.5387	1.3091
Si	-5.4397	-2.766	1.4103
Si	-2.7294	-0.0493	1.5315
Si	-0.0008	2.6938	1.3326
Si	-2.6258	5.4383	1.5264
Si	0.0283	8.1837	1.3299
Si	-2.7677	-5.4439	1.5001
Si	-0.0304	-2.7561	1.3185
Si	1.3875	1.3296	2.6445
Si	4.0711	4.0654	2.6248
Si	1.298	6.8357	2.8072
Si	4.1826	9.5652	2.7199
Si	1.3758	-4.106	2.6691
Si	4.0805	-1.3237	2.6978
Si	6.7562	1.4146	2.6443
Si	9.4939	4.1521	2.8283
Si	6.75	6.7961	2.691
Si	9.5006	-6.8646	2.7491
Si	6.8403	-4.086	2.6453
Si	-6.8448	-1.326	2.6343
Si	-4.1565	1.3376	2.7888
Si	-1.3102	4.0154	2.8144
Si	-4.0378	6.7911	2.8053
Si	-1.3325	-6.811	2.7316
Si	-4.1136	-4.0826	2.8424
Si	-1.2895	-1.3805	2.7849
Si	0.0561	0.0085	4.0897
Si	2.7345	2.7057	4.0176
Si	-0.0075	5.4334	4.1603
Si	2.76	8.1914	4.063
Si	0.0329	-5.4452	4.0738
Si	2.7278	-2.7235	4.0377
Si	5.4213	0.0538	4.0496
Si	8.1207	2.7216	4.08
Si	5.4033	5.4217	4.0377
Si	8.1278	-8.1985	4.0915
Si	5.49	-5.3947	4.0815
Si	8.1674	-2.7145	4.0245
Si	-5.5046	-0.0312	4.0967
Si	-2.7388	2.6842	4.1201
Si	-5.43	5.47	4.1596
Si	-2.6939	8.1762	4.1232
Si	-5.4822	-5.472	4.1288
Si	-2.6979	-2.7212	4.1276
Si	1.3666	-1.3254	16.2671
Si	4.1105	1.3954	16.2306
Si	1.3004	4.0299	16.303
Si	4.0703	6.8001	16.2236
Si	1.3637	-6.8292	16.2989
Si	4.0542	-4.1383	16.3036
Si	6.805	-1.3888	16.2958
Si	-6.8063	1.3305	16.3371
Si	6.8161	4.085	16.2828
Si	-6.7705	6.8191	16.352
Si	6.7563	-6.7888	16.3331
Si	-6.7768	-4.0512	16.3069
Si	-4.101	-1.3243	16.3579
Si	-1.399	1.3658	16.345
Si	-4.0578	4.0976	16.3799
Si	-1.3604	6.8143	16.3807
Si	-4.0403	9.5088	16.4124
Si	-1.3445	-4.0682	16.2917
Si	2.7478	0.0685	17.5635
Si	5.4591	2.7238	17.6189
Si	2.7385	5.395	17.5314
Si	5.3333	8.1546	17.6577
Si	2.7311	-5.5367	17.6863
Si	5.402	-2.7465	17.6121
Si	8.1666	-0.0742	17.6978
Si	-5.4461	2.7073	17.687
Si	8.1621	5.437	17.6507
Si	-5.4305	8.1473	17.7837
Si	8.1527	-5.3848	17.6286
Si	-5.483	-2.6646	17.7105
Si	-2.7508	0.0285	17.7449
Si	-0.0707	2.7076	17.7362
Si	-2.6984	5.4683	17.78
Si	0.0541	-8.1653	17.7202
Si	-2.5985	-5.4386	17.7212
Si	-0.0019	-2.6664	17.6119
Si	1.397	1.3509	18.9811
Si	4.0792	4.0822	18.9231
Si	1.3947	6.671	18.9343
Si	3.9381	-6.9393	19.1791
Si	1.4276	-4.0326	18.8775
Si	4.1073	-1.2702	18.8991
Si	6.8287	1.3876	18.963
Si	-6.7846	4.122	19.0264
Si	6.7465	6.7863	18.9288
Si	-6.8897	9.5728	19.0316
Si	6.7238	-4.1181	18.984
Si	9.4198	-1.4739	19.1953
Si	-4.1692	1.316	19.124
Si	-1.4094	4.0687	19.1804
Si	-4.0202	6.8107	19.212
Si	-1.1047	-6.7321	19.1773
Si	-4.0284	-3.9776	18.9512
Si	-1.3299	-1.3122	19.0531
Si	0.3729	-0.2891	20.298
Si	2.5185	2.9694	20.2491
Si	0.2929	5.1894	20.3694
Si	2.8556	7.6239	20.4868
Si	0.0336	-5.0231	20.4379
Si	2.6054	-2.5019	20.1389
Si	5.6279	-0.1252	20.248
Si	8.4115	2.5029	20.275
Si	5.2369	5.6009	20.2615
Si	7.8521	8.354	20.2397
Si	5.6531	-5.7778	20.2558
Si	7.6631	-2.5556	20.4763
Si	-5.786	0.156	20.4574
Si	-3.1179	2.9821	20.4025
Si	-5.2826	5.2702	20.4449
Si	-2.8946	-7.685	20.3563
Si	-5.1648	-5.606	20.1704
Si	-2.4155	-2.9572	20.293
Si	1.051	6.7137	22.8025
Si	4.2039	-4.0649	22.4134
Si	1.1188	0.2074	23.0537
Si	1.5583	-5.0152	23.3169
Si	-4.832	-2.9555	-4.5038
Si	2.7626	-2.3253	-4.6816
Si	4.8441	-6.3015	-4.4759
Si	-3.0421	7.8435	-2.0542
Si	-2.5273	-3.1958	23.1518
Si	-2.3305	1.3342	-2.6349
Si	-5.1228	5.5691	-2.0769
Si	-3.7649	-6.0595	22.7224
Si	7.0376	4.2454	22.4843
Si	-5.8643	4.8947	-4.9629
Si	-5.5833	0.2484	23.4082
Si	3.7443	7.0382	-4.1391
Si	6.852	-3.0402	23.3716
Si	7.3403	-2.094	-3.1161
Si	-6.7237	-0.6277	-4.4303
Si	-3.2598	2.225	23.2862
Si	2.9454	2.9415	-2.1743
Si	3.8301	1.1814	22.436
Si	-6.9927	-4.3607	-2.8568
Si	0.0772	-5.2272	-2.0623
Si	0.5063	-2.3201	-2.8662
Si	5.0403	5.2771	-2.0985
Si	-7.2038	6.5515	22.5505
Si	0.7261	6.2308	-3.9008
Si	-5.1075	0.3758	-1.9261
Si	-2.1767	-1.4381	-4.0052
Si	2.837	2.5753	-5.1972
Si	7.5469	-6.8969	-3.1577
Si	4.6703	-3.6162	-2.8713
Si	-7.9524	7.3384	-5.0184
Si	-1.1113	3.7536	-4.1292
Si	-0.8563	-7.5689	-3.8225
Si	1.3952	-1.3675	5.4363
Si	4.0729	1.3802	5.4326
Si	1.3954	4.0626	5.435
Si	4.079	6.7939	5.423
Si	1.3911	9.5283	5.4396
Si	4.088	-4.0641	5.4212
Si	6.7873	-1.35	5.3831
Si	9.4761	1.3517	5.4432
Si	6.7711	4.0885	5.43
Si	9.5066	6.815	5.4826
Si	6.81	-6.7925	5.4409
Si	-6.8199	-4.0643	5.4417
Si	-4.0914	-1.3603	5.4486
Si	-1.346	1.3393	5.4485
Si	-4.081	4.0683	5.4758
Si	-1.3708	6.7967	5.4914
Si	-4.0785	-6.7981	5.4698
Si	-1.3365	-4.0956	5.4522
Si	2.7338	0.0034	6.7976
Si	5.4273	2.7312	6.8023
Si	2.733	5.4356	6.8012
Si	5.4402	-8.1613	6.7877
Si	2.7374	-5.4268	6.7977
Si	5.4429	-2.7012	6.7776
Si	8.1338	-0.0157	6.7944
Si	10.8584	2.7049	6.8035
Si	8.1441	5.4322	6.8053
Si	-5.4427	-8.1503	6.8288
Si	-8.1627	-5.4317	6.8086
Si	-5.4415	-2.7273	6.807
Si	-2.7209	-0.0063	6.806
Si	0.0126	2.7153	6.7952
Si	-2.7321	5.4364	6.8369
Si	0.0183	8.1674	6.8063
Si	-2.7102	-5.4385	6.8159
Si	0.0162	-2.718	6.7975
Si	1.3616	1.3524	8.1587
Si	4.0822	4.0838	8.174
Si	1.3677	6.796	8.1586
Si	4.0865	-6.7997	8.1543
Si	1.3691	-4.0775	8.1604
Si	4.0892	-1.3535	8.1565
Si	6.7881	1.3588	8.1546
Si	9.509	4.0759	8.1642
Si	6.7973	6.8039	8.1621
Si	-6.7979	-6.784	8.1769
Si	6.792	-4.0695	8.1508
Si	-6.8071	-1.3621	8.1561
Si	-4.0844	1.3568	8.1593
Si	-1.351	4.0737	8.1635
Si	-4.0914	6.8013	8.1841
Si	-1.3535	-6.8017	8.1701
Si	-4.0769	-4.0808	8.1703
Si	-1.3578	-1.3681	8.1604
Si	-0.0026	-0.0014	9.52
Si	2.7165	2.715	9.5206
Si	-0.0002	5.4428	9.5187
Si	2.723	-8.1574	9.5152
Si	0.0027	-5.4349	9.523
Si	2.7239	-2.7143	9.5144
Si	5.4389	0.0024	9.5234
Si	8.152	2.7159	9.5195
Si	5.4439	5.4438	9.5283
Si	-8.1554	-8.1604	9.5237
Si	5.4468	-5.439	9.5135
Si	-8.161	-2.7237	9.5179
Si	-5.4424	-0.0046	9.517
Si	-2.7238	2.7196	9.5176
Si	-5.451	5.438	9.5294
Si	-2.7241	-8.1556	9.5316
Si	-5.432	-5.4373	9.5376
Si	-2.7176	-2.7205	9.5272
Si	1.354	-1.3653	10.8791
Si	4.0729	1.3534	10.8834
Si	1.3549	4.0793	10.8737
Si	4.0813	-9.5138	10.8783
Si	1.3553	-6.8046	10.8768
Si	4.0849	-4.0779	10.8658
Si	6.8048	-1.3593	10.8756
Si	9.5246	1.3636	10.874
Si	6.8036	4.0812	10.8877
Si	-6.7963	-9.5168	10.8947
Si	-9.5084	-6.7943	10.8794
Si	-6.7988	-4.0783	10.8852
Si	-4.0819	-1.3601	10.8837
Si	-1.3668	1.3607	10.8779
Si	-4.0809	4.0833	10.8806
Si	-1.3672	6.7977	10.8798
Si	-4.0805	-6.8001	10.9051
Si	-1.3623	-4.0828	10.8894
Si	2.7145	-0.0142	12.2414
Si	5.4341	2.7177	12.235
Si	2.71	5.4462	12.2254
Si	5.4513	-8.1587	12.2311
Si	2.7214	-5.4363	12.2168
Si	5.446	-2.7248	12.2288
Si	8.172	-0.0004	12.2275
Si	10.8815	2.7248	12.2395
Si	8.1757	5.4338	12.2517
Si	-5.4417	-8.159	12.2721
Si	-8.1416	-5.4475	12.2505
Si	-5.4359	-2.7256	12.2451
Si	-2.7282	0.0087	12.243
Si	-0.0135	2.7308	12.2342
Si	-2.729	5.446	12.2456
Si	-0.0166	8.1606	12.238
Si	-2.7163	-5.4398	12.2623
Si	-0.0134	-2.7142	12.2477
Si	1.3411	1.3568	13.5758
Si	4.0691	4.0899	13.579
Si	1.3334	6.7877	13.5858
Si	4.0798	-6.7961	13.5701
Si	1.3583	-4.0879	13.5787
Si	4.0822	-1.3807	13.5966
Si	6.8092	1.3551	13.5789
Si	9.537	4.0744	13.6221
Si	6.8246	-9.5074	13.5927
Si	-6.7917	-6.7937	13.6468
Si	6.8093	-4.0821	13.5859
Si	9.5351	-1.35	13.5936
Si	-4.0783	1.3789	13.6062
Si	-1.3723	4.0896	13.6064
Si	-4.0768	6.797	13.6282
Si	-1.3641	9.5111	13.6244
Si	-4.0815	-4.0806	13.6199
Si	-1.3844	-1.3538	13.6109
Si	-0.028	0.0242	14.9543
Si	2.694	2.7249	14.9187
Si	-0.0253	5.448	14.9796
Si	2.7039	8.1596	14.9029
Si	0.014	-5.4392	14.9531
Si	2.7084	-2.7431	14.9514
Si	5.46	-0.0139	14.93
Si	8.1669	2.6956	14.9583
Si	5.4591	5.4407	14.9174
Si	8.1557	-8.1564	14.9998
Si	5.4384	-5.4421	14.9314
Si	8.176	-2.7192	14.9347
Si	-5.432	0.0167	14.9603
Si	-2.729	2.742	14.9807
Si	-5.429	5.4384	14.997
Si	-2.7231	8.1547	15.0034
Si	-5.4001	-5.4508	15.0132
Si	-2.7452	-2.7075	14.9857
O	1.3903	4.0368	20.7551
O	0.0974	0.3089	21.795
O	1.8369	5.5165	23.5926
O	-4.0935	-6.7638	19.7573
O	7.2926	-1.6074	-1.5533
O	5.8576	-2.6617	-3.4454
O	3.2385	2.4177	21.5896
O	4.3631	6.2201	-1.0027
O	-1.8075	2.8237	-3.0021
O	5.1736	-5.0641	21.6185
O	2.7007	-8.1282	-0.4288
O	-7.0317	-3.956	-1.2929
O	-7.167	0.2903	23.7573
O	-4.4553	-0.8061	-1.0489
O	3.4964	1.6247	-1.4118
O	-3.6278	-7.2722	-1.1674
O	-5.3525	-5.5588	-0.2889
O	5.0533	0.5144	21.6255
O	-6.793	7.3901	23.8589
O	4.8101	-3.9258	-1.294
O	-2.7621	-2.7471	-0.3765
O	-6.8578	1.3556	20.7672
O	7.822	3.121	21.6468
O	-0.0102	5.4246	-0.4492
O	5.8848	4.8962	21.5683
O	0.0215	4.7874	-3.5207
O	8.0224	-0.9252	-4.047
O	-3.3259	3.6221	24.1132
O	7.2832	-1.6366	24.0717
O	2.0537	7.6854	21.9308
O	-5.9211	5.8745	21.8246
O	6.7519	-6.8779	20.7599
O	4.4889	-5.0863	-3.4884
O	-1.9276	7.058	-1.1918
O	5.4084	-0.0067	-0.591
O	-4.7895	1.6644	23.2658
O	6.4697	4.7597	-1.4824
O	-8.0766	-3.3696	-3.4817
O	-5.3966	-0.4454	21.9382
O	-1.088	-2.1402	-3.0433
O	-5.5434	4.7461	-3.3863
O	6.4425	-6.5413	-4.3021
O	-4.3173	4.5517	-1.1367
O	-6.9653	6.07	-5.0702
O	4.9753	6.2029	-3.4382
O	-1.2677	-4.066	20.6843
O	8.0709	7.9193	-3.5239
O	3.3637	-2.7599	-3.2462
O	3.2937	-3.145	21.4549
O	-2.892	-7.2125	21.9411
O	7.1537	-4.3869	24.2192
O	-2.1291	0.1664	-3.7437
O	-3.0103	-2.522	21.7545
O	7.739	-3.1786	21.9944
O	-8.0021	8.0263	-0.3658
O	4.1368	6.6698	20.8218
O	0.8161	-5.1972	21.8696
O	1.3691	-3.5836	24.0458
O	-4.1941	6.8183	-2.506
O	-7.4945	-5.8803	-3.138
O	1.0812	-6.1562	-1.2064
O	-5.5412	-4.0113	-3.4834
O	-5.9104	-0.3675	-3.078
O	-8.1531	2.8664	-0.5336
O	6.6717	-1.2808	20.722
O	2.3161	6.4353	-3.553
O	-6.2055	1.2428	-1.1503
O	-5.0117	-5.5206	21.8003
O	1.7867	3.6492	-1.2932
O	-1.1912	-4.7674	-1.1699
O	-3.9378	1.3794	-2.405
O	1.3875	-1.5333	20.6311
O	5.2219	-3.0608	23.1908
O	0.7114	-1.0154	24.0172
O	4.1822	3.9481	-2.3619
O	-5.9639	-1.9207	-5.0817
O	-2.7802	2.736	-0.11
O	8.0556	5.403	22.9587
O	-0.0011	6.0073	21.7667
O	0.0228	7.522	-3.2013
O	-0.9514	-2.9641	23.3457
O	1.2417	-1.9163	-4.2686
O	-4.3848	-6.7693	24.0087
O	-2.6142	2.3742	21.8226
O	0.8147	-3.8879	-2.564
O	2.3904	2.5328	-3.6369
O	4.0248	-7.6688	-4.0653
O	0.9775	-1.4047	-1.5962
O	-2.2108	1.2492	24.0527
O	-7.8597	7.6073	21.5326
O	3.1809	-5.0585	23.1938
O	2.6783	0.0578	22.6145
O	6.3787	3.515	23.7436
O	0.2265	7.6633	23.8229
O	6.8034	-6.7842	-1.6966
O	-2.2603	4.5737	-4.9045
O	-6.3907	6.1471	-1.2522
O	-4.2296	4.0939	20.8658
O	-0.399	-6.1176	-3.3126
O	-2.3843	-7.8419	-3.3765
O	2.7391	-2.7642	-0.2964
O	-3.631	-2.1209	-3.7869
O	-2.8646	-4.7814	23.1446
O	-0.5569	2.6728	-5.1719
O	0.9689	-6.1754	24.2596
O	4.3615	1.7694	23.8354
O	1.0503	1.615	23.8333
O	-1.4879	0.8905	-1.3081

Results
total energy: -82019.339 eV
total energy less fixed offsets of O -438.25, Si -107.07 eV per atom: 2.341 eV

Forces (eV/angstrom), in the order of the atoms: element, x, y, z
Si	-0.2724	0.319	0.66
Si	-0.0614	0.2108	0.7458
Si	0.1336	-0.1247	0.753
Si	0.0944	-0.0141	0.7497
Si	-0.1666	0.0849	0.7167
Si	0.1008	-0.3482	0.6963
Si	0.1874	-0.1655	0.6809
Si	0.0291	-0.1118	0.7231
Si	-0.2727	0.0845	0.6671
Si	0.2374	-0.1235	0.7235
Si	-0.3162	0.277	0.691
Si	-0.1666	0.1809	0.7341
Si	-0.0832	0.0561	0.7226
Si	0.3386	-0.1669	0.6595
Si	-0.2101	0.2211	0.7433
Si	-0.0522	0.1921	0.78
Si	0.1391	-0.2038	0.7587
Si	0.2181	-0.0638	0.7034
Si	0.0157	0.0108	-0.0422
Si	0.0156	-0.0119	-0.0289
Si	-0.0092	0.0061	-0.0512
Si	0.0146	0.0038	-0.0397
Si	-0.0048	0.0175	-0.0336
Si	0.025	0.0313	-0.0525
Si	0.0107	0.0135	-0.0461
Si	0.0017	-0.0144	-0.0177
Si	0.0023	-0.0105	-0.0422
Si	-0.017	0.0138	-0.0344
Si	0.0096	-0.0371	-0.0663
Si	0.004	-0.0186	-0.0604
Si	-0.0103	0.0019	-0.0287
Si	-0.0101	0.0095	-0.0578
Si	0.0133	0.0113	-0.0504
Si	0.0172	-0.0023	-0.0521
Si	-0.0187	0.0038	-0.0419
Si	-0.0075	0.0071	-0.042
Si	-0.0013	0.0177	0.0013
Si	0.0035	0.0118	-0.0014
Si	-0.0234	0.0034	0.04
Si	-0.0124	-0.0115	0.0299
Si	-0.0018	0.0011	0.0246
Si	-0.0066	0.004	0.0283
Si	-0.0178	0.0144	0.017
Si	0.0044	0.0094	0.0252
Si	-0.011	0.0055	0.0338
Si	0.0121	0.0062	0.0384
Si	0.0029	-0.0131	0.0134
Si	0.0117	0.0212	-0.0015
Si	0.0105	0.0162	0.0167
Si	0.004	-0.0067	0.0549
Si	-0.0065	-0.0082	0.0012
Si	0.016	-0.012	0.0132
Si	-0.02	-0.0136	0.0565
Si	-0.0024	-0.0335	0.013
Si	-0.0064	-0.0087	0.0004
Si	-0.0159	0.0031	-0.003
Si	-0.0048	0.007	-0.0038
Si	0.0041	-0.0165	-0.0063
Si	0.017	0.0033	-0.0027
Si	0.013	-0.009	-0.0129
Si	-0.0044	0.0136	-0.0174
Si	-0.0053	-0.022	-0.0166
Si	0.0163	-0.0021	0.0064
Si	0.0109	0.0079	-0.0095
Si	0.0131	-0.0042	0.0157
Si	-0.0058	0.0023	0.0009
Si	-0.015	-0.002	0.0179
Si	0.0002	0.009	-0.0097
Si	-0.0098	-0.0071	0.0006
Si	0.0007	0.014	-0.0034
Si	-0.0032	-0.003	-0.0057
Si	-0.0014	0.0022	-0.0053
Si	-0.016	-0.0113	-0.009
Si	-0.0077	-0.0124	-0.011
Si	0.0208	-0.0069	0.0069
Si	-0.0009	0.0081	0.0056
Si	0.0083	-0.0126	0.0068
Si	-0.0075	0.0099	-0.012
Si	0.0034	0.0138	0.0154
Si	-0.0015	-0.0004	0.0122
Si	-0.0064	0.0137	-0.0069
Si	-0.0127	-0.0117	0.0123
Si	-0.0301	0.0152	0.0317
Si	0.0097	-0.0116	-0.0168
Si	0	0.0112	-0.0134
Si	-0.0053	-0.002	0.001
Si	0.0015	-0.0247	0.0096
Si	0.0102	-0.0221	-0.014
Si	0.009	-0.0113	-0.0227
Si	0.0091	0.0348	0.012
Si	0.005	0.0026	-0.04
Si	-0.0043	-0.0105	0.0006
Si	0.0052	0.0082	-0.0366
Si	-0.0294	-0.0008	-0.0368
Si	0.0556	0.0106	0.0085
Si	-0.0154	0.0107	-0.0119
Si	0.0162	-0.0069	-0.0552
Si	-0.0181	-0.0065	-0.035
Si	0.019	0.0058	-0.0058
Si	0.0087	0.0048	0.008
Si	-0.0287	-0.0249	-0.021
Si	-0.0199	0.0471	-0.0113
Si	0.0067	-0.0008	0.0004
Si	0.0117	0.0278	-0.0157
Si	-0.0083	-0.0343	-0.0196
Si	-0.0183	0.0068	-0.0037
Si	-0.0105	-0.0273	0.006
Si	0.0034	0.0147	-0.0404
Si	0.0074	-0.0008	0.0452
Si	-0.0115	-0.0002	0.0671
Si	-0.0023	-0.0258	0.0692
Si	0.0165	-0.0272	0.0694
Si	0.0083	0.0106	0.034
Si	0.017	0.0173	0.0246
Si	0.0088	0.0037	0.0559
Si	0.0225	0.0074	0.0287
Si	-0.0211	0.0183	0.0363
Si	0.0281	0.0098	0.0268
Si	-0.018	-0.0216	0.063
Si	-0.0222	0.0013	0.068
Si	-0.02	0.0192	0.0722
Si	-0.0124	-0.0065	0.0535
Si	0.0145	0.0586	0.0219
Si	0.0034	0.0426	0.0806
Si	0.0093	-0.024	0.058
Si	0.0183	0.0072	0.0604
Si	-0.2607	0.2135	-0.7024
Si	0.1245	-0.196	-0.7797
Si	-0.3213	0.1189	-0.7051
Si	-0.1832	0.4004	-0.7141
Si	0.1696	-0.3835	-0.6011
Si	0.2137	-0.0973	-0.7385
Si	-0.1979	0.1698	-0.7582
Si	-0.1472	0.1937	-0.787
Si	0.169	-0.1101	-0.7526
Si	0.1552	-0.0856	-0.7185
Si	-0.2419	0.1027	-0.8147
Si	0.3849	-0.2097	-0.6862
Si	0.242	-0.2203	-0.6994
Si	0.2025	-0.1608	-0.808
Si	-0.1627	0.1976	-0.7134
Si	0.4912	-0.6173	-0.2816
Si	-0.5013	0.4658	-0.4171
Si	-0.1725	0.2751	-0.6815
Si	0.0787	0.0477	-0.0311
Si	-0.0388	0.0469	-0.0056
Si	-0.0217	-0.0978	-0.1255
Si	-0.0723	0.0078	-0.1784
Si	-0.06	0.0631	-0.0134
Si	-0.0028	-0.0308	-0.09
Si	-0.0479	-0.0986	-0.102
Si	0.0084	-0.0691	0.1737
Si	-0.1315	-0.0713	-0.0816
Si	0.0379	-0.1149	-0.0142
Si	-0.02	0.0961	0.1373
Si	-0.0039	0.0312	-0.2213
Si	0.0545	0.0414	-0.1215
Si	0.0794	-0.0367	-0.0639
Si	0.0464	-0.0378	-0.0745
Si	-0.0773	0.0268	0.1678
Si	-0.0284	0.0047	-0.0987
Si	-0.0121	0.1352	0.1326
Si	-0.1042	-0.0072	-0.0647
Si	-0.0398	-0.0855	-0.0387
Si	-0.0393	0.0107	0.1205
Si	0.0126	-0.0849	-0.0956
Si	0.042	-0.0878	0.0798
Si	-0.0178	0.0489	0.1424
Si	-0.0297	0.0397	0.0103
Si	0.1566	0.0144	0.0735
Si	-0.0116	-0.0933	-0.0985
Si	-0.009	-0.0002	0.004
Si	0.0743	0.0428	0.0704
Si	-0.0182	0.0664	0.0205
Si	-0.0409	0.0056	0.0256
Si	-0.0653	0.0951	0.1861
Si	0.1769	0.0067	0.0432
Si	0.0573	0.0009	-0.0262
Si	0.1461	0.1209	0.0241
Si	0.0795	-0.0641	0.0847
Si	0.0126	0.0084	0.0038
Si	0.0128	0.0091	0.0058
Si	0.0091	-0.0095	0.007
Si	-0.0085	0.0017	0.002
Si	-0.0062	-0.0083	0.0067
Si	-0.0242	0.0024	0.0076
Si	-0.0093	-0.0067	0.0004
Si	0.0027	0.0111	0.0125
Si	0.0012	0.0066	0.0015
Si	0.0039	0.0203	0.0109
Si	0.0013	0.0033	0.0145
Si	0.0068	-0.0109	0.0108
Si	0.0067	-0.01	0.0081
Si	-0.0056	-0.0031	0.0098
Si	-0.0002	-0.0086	0.0078
Si	-0.0033	-0.0114	0.015
Si	-0.0116	-0.0046	0.0072
Si	0.0046	-0.0059	0.0051
Si	-0.0033	-0.0007	0.003
Si	-0.0107	0.005	0.0042
Si	0.0044	-0.0077	0.002
Si	0.0066	0.0022	-0.0053
Si	0.0123	0.003	-0.0032
Si	-0.0156	0.0009	-0.0023
Si	0.0021	0.0041	-0.003
Si	0.0004	-0.0024	0.0063
Si	0.0041	-0.008	-0.0009
Si	-0.0041	0.0011	0.0049
Si	0.0003	0.0027	0.0033
Si	0.0036	-0.0019	-0.0025
Si	-0.0002	0.0004	0.0017
Si	-0.003	0.0036	-0.005
Si	-0.0107	0.0136	0.0026
Si	0.0051	-0.0035	-0.0038
Si	0.0008	-0.0014	0.002
Si	0.0083	-0.0003	-0.0001
Si	0.0067	-0.0015	-0.0088
Si	0.014	-0.0009	0.0054
Si	-0.0077	-0.0051	0.0015
Si	-0.0152	-0.0106	-0.0006
Si	0.0037	-0.0002	-0.0029
Si	0.003	0.0086	0.0008
Si	-0.0118	0.0037	0.0007
Si	-0.0094	0.0002	-0.0016
Si	0.0038	0.0072	-0.0042
Si	0.0221	0.0115	-0.0025
Si	0	-0.0049	-0.0111
Si	-0.0037	-0.0054	-0.0068
Si	0.006	0.0022	-0.0008
Si	0.0015	0.0016	-0.0036
Si	-0.0111	-0.0079	-0.0033
Si	-0.0047	0.0015	-0.0035
Si	0.0046	0.0081	0.0021
Si	-0.0067	-0.01	-0.0034
Si	-0.0018	0.0073	-0.0007
Si	-0.0102	0.0056	0.0009
Si	0.0039	0.0031	0.0007
Si	0.0095	0.0003	-0.0019
Si	0.0021	0.0046	-0.0002
Si	0	-0.0003	-0.0006
Si	-0.0023	-0.0057	0.0038
Si	0.0106	-0.011	-0.0013
Si	-0.0055	-0.0014	0.0029
Si	-0.0051	0.0027	-0.0012
Si	0.0028	0.0117	-0.0014
Si	-0.0017	-0.004	-0.0011
Si	0.0046	0.0027	0.0014
Si	-0.0045	0.0045	0.0006
Si	0.0069	0.0064	0.0007
Si	-0.0025	-0.0125	-0.0034
Si	-0.0066	-0.0071	0.003
Si	0.0011	-0.0047	0.0051
Si	0.0066	-0.0062	-0.0003
Si	0.0069	-0.0007	0.0006
Si	0.0006	-0.0032	-0.0033
Si	-0.0037	0.0045	0.0008
Si	-0.0018	-0.0052	-0.0006
Si	-0.0083	-0.005	-0.0019
Si	0.0022	0.0071	-0.0017
Si	-0.0031	0.0022	-0.0013
Si	-0.0011	0.0058	0.0038
Si	0.0086	-0.0067	0.0016
Si	0.0017	-0.0068	0.0023
Si	0.006	0.0042	0.0025
Si	0.0011	-0.0011	0.0006
Si	-0.0006	-0.0014	0.0019
Si	-0.0022	-0.0003	-0.0012
Si	-0.0025	0.0016	0.0044
Si	0.0026	0.0161	0.0052
Si	-0.009	-0.0018	-0.0014
Si	-0.0166	-0.0051	0.0019
Si	-0.0107	-0.0061	0.0097
Si	0.006	0.0011	-0.0035
Si	-0.0034	0.0122	0.0009
Si	0.0118	-0.0026	-0.0028
Si	0.0016	0.0027	-0.0026
Si	0.0098	-0.0019	-0.0008
Si	0.0096	-0.0018	-0.0007
Si	0.0007	0.0012	0.0065
Si	-0.0038	-0.0128	0.0045
Si	-0.0057	-0.0031	0.0038
Si	0.0026	0.0127	0.0086
Si	-0.0058	0.0046	0.007
Si	0.0097	0.0173	0.0003
Si	-0.0079	-0.0133	-0.0007
Si	0.0065	0.0041	0.0094
Si	0.0059	-0.0007	0.0027
Si	-0.0041	-0.0085	0.0018
Si	-0.0026	-0.0068	-0.0023
Si	-0.0026	0.0051	0.0015
Si	0.0116	0.0014	0
Si	-0.0123	0.0057	-0.0051
Si	-0.0011	0.0057	-0.0036
Si	-0.0002	-0.0087	0
Si	0.0043	0.0021	-0.0057
Si	0.0005	0.0021	0.001
Si	-0.0106	-0.0125	-0.0003
Si	0.0063	0.015	-0.0017
Si	0.0016	0.0074	-0.0008
Si	-0.0015	0.0087	0.0018
Si	-0.0017	0.0048	-0.005
Si	0.0048	-0.0065	0.008
Si	0.0204	-0.0014	-0.0082
Si	-0.0134	-0.0118	-0.0133
Si	-0.011	-0.0086	-0.0098
Si	0.0055	0.0031	0.0021
Si	0.0054	0.0151	-0.0076
Si	-0.0037	0.0136	-0.0077
Si	-0.0077	0.0057	-0.0076
Si	0.0064	0.0011	-0.0214
Si	-0.0012	-0.0129	-0.0067
Si	0.0129	0.0005	-0.0074
Si	0.0069	-0.0057	-0.0183
Si	-0.0025	-0.0246	-0.0051
Si	-0.0129	0.003	-0.0136
Si	-0.0013	-0.002	0.0017
Si	0.0023	-0.0243	-0.0114
Si	0.0001	-0.0061	-0.015
Si	0.0029	0.0056	-0.0167
Si	-0.0127	0.0129	-0.0151
Si	0.0068	-0.0125	0.0053
Si	-0.0143	0.0395	-0.0084
Si	0.0363	-0.0137	-0.0094
Si	-0.0126	0.006	-0.0025
O	0.1901	-0.066	0.5644
O	-0.6047	0.487	0.2124
O	0.1335	-0.2517	-0.2687
O	-0.3249	-0.0594	-0.4855
O	0.4039	-0.306	-0.1224
O	-0.2764	0.0647	-0.2143
O	0.2365	0.5065	0.4544
O	-0.1084	0.2382	-0.2062
O	-0.0992	0.2249	0.2632
O	-0.1016	-0.285	0.1982
O	-0.0251	-0.0281	-0.5117
O	-0.5514	0.5372	-0.054
O	-0.1998	0.0609	-0.385
O	0.0443	-0.2325	-0.0243
O	-0.3073	-0.4005	-0.2079
O	0.1347	0.2545	-0.3537
O	0.2479	-0.1355	-0.2252
O	0.2892	0.2506	0.1917
O	0.4157	0.0477	0.0754
O	0.6867	-0.4838	-0.0265
O	-0.3211	0.0148	-0.2669
O	0.1692	-0.095	0.3681
O	0.0001	-0.2212	0.3052
O	-0.1228	0.0467	-0.5534
O	-0.2388	-0.056	0.4404
O	0.4336	-0.3497	0.5855
O	-0.3416	0.2995	-0.3321
O	0.1023	0.8093	-0.4339
O	-0.0062	0.1638	0.3464
O	-0.0313	0.2932	0.3074
O	0.184	-0.1208	0.1282
O	0.1364	0.1444	0.5434
O	-0.3609	-0.2955	-0.0292
O	0.1601	0.0279	-0.2685
O	-0.1067	0.1298	-0.15
O	-0.2554	0.472	0.0165
O	0.3224	0.4514	-0.3315
O	-0.1119	-0.1598	-0.6297
O	0.2096	-0.3338	0.2958
O	-0.2013	0.0253	0.2896
O	0.0211	-0.4186	0.0361
O	0.2475	0.1976	-0.4295
O	-0.1131	-0.2091	-0.1509
O	-0.2547	-0.2348	-0.156
O	0.4891	0.1313	-0.1324
O	-0.2735	-0.1483	0.1895
O	0.1994	-0.2897	0.3868
O	-0.2439	0.0451	0.4938
O	-0.2478	0.0843	0.0523
O	0.4698	-0.1915	0.5206
O	0.3117	-0.0424	-0.0501
O	0.1853	0.2385	-0.3646
O	-0.4617	0.4401	0.1484
O	0.4467	-0.1099	0.1231
O	-0.1576	0.1476	-0.3071
O	0.1085	-0.047	0.331
O	-0.0313	-0.3188	0.0886
O	0.528	0.1721	0.1459
O	-0.2461	0.0714	-0.3919
O	0.0791	-0.3929	-0.1606
O	0.3951	0.2447	-0.1978
O	0.2932	-0.3536	0.0077
O	0.1547	-0.3453	0.3571
O	0.0613	-0.0052	-0.4358
O	0.1166	-0.0472	0.1088
O	0.0447	-0.2801	0.2855
O	-0.0889	0.1012	-0.2963
O	-0.4011	0.205	0.2941
O	-0.2802	0.0966	-0.3095
O	-0.122	-0.3232	-0.3848
O	-0.3265	0.7081	-0.086
O	-0.1044	-0.108	0.2305
O	-0.3934	0.2031	0.1391
O	-0.1465	0.0232	0.2325
O	0.3326	-0.1858	-0.414
O	-0.4356	-0.3041	-0.4233
O	-0.2662	-0.0309	0.0017
O	-0.1727	-0.1181	0.5642
O	-0.6302	0.2115	0.2514
O	0.0357	0.1279	0.2668
O	0.1332	0.0892	-0.2166
O	-0.2437	0.4196	-0.2846
O	-0.3914	-0.3095	-0.1199
O	0.5128	-0.2277	0.1641
O	0.3686	-0.1544	-0.2762
O	-0.275	-0.2425	0.1858
O	-0.3288	0.1874	0.1813
O	-0.1914	0.489	-0.1895
O	0.3005	-0.4179	-0.4074
O	-0.1816	0.2512	0.0698
O	0.3719	-0.6438	0.066
O	0.3021	-0.3684	0.0028
O	0.1946	0.3492	0.1711
O	-0.141	0.1471	-0.0541
O	-0.5554	0.1949	-0.1749
O	-0.5027	-0.1768	0.3397
O	-0.335	-0.173	-0.3789
O	0.2335	0.2465	0.3784
O	-0.2334	0.0758	-0.4955
O	-0.5017	0.1585	-0.5483
O	0.0621	-0.0419	0.1366
O	-0.2092	-0.1374	0.4084
O	0.2237	-0.1951	0.4879
O	0.1283	0.0611	0.0919
O	0.0398	0.0332	0.3256
O	-0.4213	0.1886	0.2454
O	0.0906	0.4062	-0.5218
O	0.2928	-0.5802	-0.1361
